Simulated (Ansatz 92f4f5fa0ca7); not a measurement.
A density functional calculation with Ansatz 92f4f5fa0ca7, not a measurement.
Periodic cell of 213 atoms, Si131O78As1H3, from a study of silicon, its oxide and their interface. The atomic structure is a simulated model.

Settings
functional: PBE
potential files: Ansatz PAW
basis: plane waves
wave-function cutoff: 700 eV
density cutoff ratio: 5
exchange-correlation grid ratio: 1
k mesh: 2 x 2 x 1, shifted by 0.5 0.5 0.5 of a step
self-consistency stop: 5e-08 eV per atom in the density residual
occupations: fixed
spin: none
net charge: 0

Cell vectors (angstrom)
a 10.938 0 0
b 0 10.938 0
c 0 0 31.3387

Atoms: element, x, y, z (angstrom)
Si 10.3428 0.515 23.9902
Si 5.716 10.6291 23.9277
Si 2.1926 3.045 23.9146
Si 8.6439 2.2246 24.0059
Si 0.3331 4.8873 23.8788
Si 4.8801 5.9253 24.039
Si 3.1958 7.6501 23.8774
Si 7.504 8.7909 23.8348
Si 1.1814 1.4157 25.27
Si 6.8361 1.3107 25.2229
Si 3.9285 4.1055 25.1907
Si 9.5921 3.9876 25.2625
Si 1.3347 6.7326 25.0499
Si 6.7083 6.9346 25.1397
Si 4.0516 9.4945 25.1499
Si 9.3631 9.6277 25.1163
Si 2.6575 -0.0212 26.4518
Si 8.128 -0.0287 26.6722
Si -0.064 2.7246 26.7593
Si 5.4089 2.7366 26.4653
Si 2.6272 5.4657 26.6177
Si 8.1541 5.4918 26.4199
Si -0.0827 8.1858 26.3514
Si 5.3933 8.2081 26.6357
Si 4.0592 1.3448 27.8509
Si 9.5075 1.3276 28.0265
Si 1.3288 4.1077 28.0251
Si 6.791 4.1226 27.8377
Si 4.039 6.819 27.9563
Si 9.5371 6.8381 27.8227
Si 1.2954 9.5354 27.817
Si 6.7778 9.542 27.9974
Si 0.0042 -0.0302 29.2915
Si 5.4345 0.0203 29.2931
Si 2.7448 2.7208 29.2927
Si 8.1549 2.7689 29.2878
Si -0.0459 5.5112 29.2937
Si 5.4572 5.4694 29.2793
Si 2.6898 8.2247 29.2723
Si 8.2095 8.1858 29.2821
Si 1.3673 1.3673 30.6549
Si 6.8362 1.3673 30.6549
Si 4.1018 4.1018 30.6549
Si 9.5708 4.1018 30.6549
Si 1.3673 6.8362 30.6549
Si 6.8362 6.8362 30.6549
Si 4.1018 9.5708 30.6549
Si 9.5708 9.5708 30.6549
Si 2.7345 0 0.6835
Si 8.2035 0 0.6835
Si 0 2.7345 0.6835
Si 5.469 2.7345 0.6835
Si 2.7345 5.469 0.6835
Si 8.2035 5.469 0.6835
Si 0 8.2035 0.6835
Si 5.469 8.2035 0.6835
Si 4.0954 1.3934 2.0601
Si 9.6253 1.3398 2.0554
Si 1.4139 4.0563 2.0562
Si 6.8359 4.1017 2.0491
Si 4.1453 6.8055 2.0525
Si 9.5661 6.8539 2.042
Si 1.37 9.5879 2.0506
Si 6.8722 9.55 2.0495
Si 0.0989 0.0441 3.5104
Si 5.5305 0.0417 3.3419
Si 2.7738 2.73 3.5438
Si 8.2669 2.7523 3.3434
Si 0.042 5.4758 3.3162
Si 5.4827 5.4287 3.4943
Si 2.7965 8.2328 3.3397
Si 8.2543 8.2226 3.4866
Si 1.4677 1.3748 5.0231
Si 6.9323 1.3795 4.6839
Si 4.132 4.0814 4.9732
Si 9.6513 4.1142 4.6746
Si 1.4605 6.8007 4.627
Si 6.869 6.8136 4.8277
Si 4.1573 9.6383 4.6698
Si 9.6897 9.5976 4.8604
Si 2.953 -0.0838 6.3176
Si 8.3091 0.0981 6.1363
Si 0.0242 2.88 6.2256
Si 5.6076 2.622 6.2055
Si 2.6774 5.5442 6.2271
Si 8.3178 5.437 6.1048
Si 0.2347 8.1717 6.0485
Si 5.4401 8.2425 6.0411
Si 4.9686 0.7014 7.5148
Si 9.1441 1.9677 7.4049
Si 0.8549 4.7096 7.5479
Si 7.3951 3.6517 7.3639
Si 3.6252 7.4137 7.3276
Si 10.0572 6.5244 7.2984
As 1.8578 9.1137 7.6187
Si 6.6299 9.8465 7.241
H 4.0264 7.0877 8.7341
O 7.0292 4.022 8.9527
O 9.5992 1.8112 9.0063
O 5.0751 1.0679 9.1454
O 7.3042 9.133 8.5984
O 9.4355 7.3514 8.6164
O 1.2657 4.2469 9.104
H 8.2804 2.6381 22.611
H 10.7643 0.194 22.5864
O 10.3266 5.3599 22.5672
O 2.7733 2.1409 22.6098
O 2.9735 7.8595 22.2308
O 5.2177 5.5323 22.4635
O 4.9757 0.4458 22.6138
O 7.932 8.2485 22.3277
Si 4.5218 8.2057 14.4851
Si 4.1465 1.6379 21.8519
Si 3.9508 1.4307 15.3216
Si 5.8772 1.2215 10.5558
Si 8.0482 7.8731 9.3142
Si 7.2957 1.5293 14.6673
Si 5.8191 7.8303 19.0675
Si 8.5654 10.5819 18.876
Si 5.0127 4.5123 21.2273
Si 10.5708 2.8514 12.6658
Si 1.1278 5.0217 16.9624
Si 3.229 8.2909 20.6826
Si 4.6059 9.8813 17.1187
Si 9.3254 4.5008 18.4611
Si 8.4119 8.2245 20.7821
Si 6.4888 4.9843 18.6793
Si 1.0058 2.2678 15.5129
Si 2.8445 0.0592 19.5279
Si 4.62 3.9954 11.5362
Si 0.3937 9.3395 15.8708
Si 9.1516 1.0793 10.3879
Si 9.2354 10.486 14.2141
Si 6.8076 5.1747 10.0832
Si 7.4459 2.2468 17.8113
Si 8.7821 5.2326 12.5611
Si 0.4014 0.5594 17.9075
Si 2.3745 5.6239 19.7245
Si 5.0696 10.8892 13.1521
Si 10.4126 5.742 20.9868
Si 1.6161 4.4759 10.6811
Si 9.6766 9.2535 11.328
Si 6.9949 6.4705 14.8973
Si 1.8625 7.1327 14.7236
Si 8.6104 8.5727 16.3576
Si 0.4061 6.8645 11.951
Si 5.5326 3.8544 14.4825
O 9.8242 1.7563 11.7107
O 3.0918 3.8993 11.0275
O 4.2469 8.7673 15.9928
O 0.1489 8.4161 11.4747
O 9.9906 0.3976 18.7695
O 0.8784 6.7249 13.5038
O 0.6466 3.6358 11.67
O 8.6091 9.7945 20.3156
O 9.7017 4.6039 20.048
O 3.5211 10.275 18.2426
O 3.4099 7.0363 14.221
O 8.4425 8.3199 10.8252
O 3.5981 4.8157 20.4466
O 4.775 0.3737 16.2943
O 9.7385 7.2294 20.6951
O 7.5076 1.0851 10.4543
O 4.8248 8.2814 20.3006
O 3.9871 1.0344 13.7256
O 5.0921 2.9609 21.7214
O 4.4606 9.4069 13.3979
O 2.1182 4.9456 18.2623
O 7.9973 5.4157 18.2393
O 5.2843 5.195 10.6541
O 6.81 2.9376 14.0096
O 0.0875 1.6478 16.7217
O 1.6514 8.6986 15.1061
O 7.2973 1.6967 16.2845
O 5.9817 7.5545 14.2626
O 9.4678 3.9153 13.2276
O 5.3375 0.0503 11.5598
O 1.4828 6.0906 10.9945
O 2.6401 7.2279 19.5834
O 6.4111 0.302 14.0283
O 7.7648 4.8352 11.3592
O 9.8007 10.5094 10.2967
O 4.7221 4.3195 13.142
O 1.0594 5.5892 20.669
O 6.1248 5.1374 15.3258
O 1.3303 3.8032 15.9187
O 5.5473 6.333 18.3551
O 2.3814 1.4108 15.689
O 7.4295 0.8537 18.733
O 7.0125 6.6261 9.3878
O 6.3068 4.7616 20.2805
O 8.229 9.6106 15.1577
O 5.4546 2.6359 11.2328
O 7.2697 7.6488 19.7786
O 10.5229 5.0569 17.5065
O 8.8027 1.1198 14.2212
O 6.294 3.4266 18.0701
O 4.5815 2.9431 15.464
O -0.203 10.4441 14.8319
O 1.5765 0.9356 18.9791
O 8.0824 6.0678 13.7636
O 3.7914 1.0982 20.348
O 8.4365 9.4011 17.7456
O 8.8964 2.9731 18.0756
O 2.4839 9.7429 20.5218
O 1.5329 6.3179 16.0815
O 9.9111 6.1292 11.8337
O 7.7332 7.2086 16.1672
O 5.776 9.0717 17.9715
O 0.8303 10.065 17.2467
O 10.1995 8.1944 16.1948
O 0.4351 2.248 13.9739
O 9.2022 9.8337 12.7545

Results
free energy: -132558.630 eV
free energy less fixed offsets of As -4857.07, H -17.10, O -569.03, Si -635.61 eV per atom: -1.010 eV

Forces (eV/angstrom), in the order of the atoms: element, x, y, z
Si -0.012 0.0278 -0.0271
Si 0.0312 -0.0288 -0.0593
Si -0.038 0.014 -0.0475
Si 0.0235 -0.0085 -0.0229
Si 0.0115 -0.0548 -0.052
Si -0.0245 0.0321 -0.0585
Si 0.0327 -0.0271 -0.0545
Si -0.0475 0.0348 -0.0524
Si -0.038 0.0059 -0.0192
Si 0.037 -0.0055 -0.0075
Si -0.0223 0.0047 -0.0025
Si -0.0037 -0.052 -0.0184
Si 0.0291 -0.024 0.0155
Si -0.0106 0.0228 0
Si 0.0077 -0.0278 -0.0026
Si -0.0132 0.0245 0.0066
Si 0.0161 -0.0059 0.0669
Si 0.0004 -0.0081 -0.027
Si 0.0164 0.0134 -0.0271
Si -0.004 0.0126 0.0539
Si -0.0076 -0.0016 -0.0334
Si -0.0105 0.0208 0.0544
Si 0.0054 0.0016 0.0499
Si 0.0142 0.0133 -0.0324
Si -0.0068 -0.0014 0.0144
Si -0.0074 -0.0084 -0.0154
Si 0.0119 0 -0.0036
Si 0.0056 0.0025 0.0281
Si -0.0023 -0.0117 -0.0023
Si -0.0003 0.0001 0.0273
Si -0.0084 0.0011 0.0371
Si 0.0054 0.0025 0.0035
Si 0.0312 -0.0304 -0.0273
Si -0.0254 0.0197 -0.0186
Si 0.0226 -0.0178 -0.0219
Si -0.0286 0.0305 -0.021
Si -0.0216 0.0312 -0.0234
Si 0.0213 -0.0199 -0.0239
Si -0.0267 0.0277 -0.0235
Si 0.0165 -0.0228 -0.0216
Si 0.0444 -0.1467 -0.0869
Si -0.2424 0.171 0.0654
Si 0.1463 -0.0697 -0.0343
Si -0.2107 0.1487 0.0268
Si -0.1901 0.1677 0.0679
Si 0.0502 -0.0996 -0.1053
Si -0.2644 0.0927 -0.0154
Si 0.0323 -0.1766 -0.009
Si 0.0037 0.1357 0.0695
Si 0.2879 -0.1161 0.0003
Si 0.2299 -0.149 -0.0795
Si -0.0796 0.0928 0.0215
Si 0.1677 -0.1648 0.0253
Si -0.1497 0.094 0.0492
Si -0.0571 0.1866 0.0417
Si 0.246 -0.1731 -0.0295
Si -0.0152 0.024 0.0255
Si 0.0276 -0.0305 0.032
Si 0.0161 -0.0329 0.0244
Si -0.026 0.0229 0.0282
Si 0.021 -0.0303 0.0188
Si -0.022 0.0102 0.023
Si -0.0226 0.0297 0.0219
Si 0.0276 -0.0039 0.0179
Si 0.0138 0.0049 -0.0281
Si 0.0067 -0.0087 -0.0215
Si -0.0135 -0.0046 -0.038
Si -0.0049 0.007 0.0027
Si 0.0029 0.003 -0.0117
Si -0.0078 -0.0068 -0.0194
Si -0.0005 0.0038 0.0164
Si 0.007 0.0113 -0.0081
Si 0.0165 -0.0297 -0.0513
Si -0.0227 -0.0076 0.0359
Si 0.0031 0.004 -0.0471
Si 0.0029 -0.0037 0.0404
Si -0.0124 -0.0182 0.0196
Si -0.0074 -0.0098 -0.0586
Si -0.0172 0.0062 0.0224
Si -0.0076 0.0009 -0.0664
Si 0.0148 -0.0525 -0.0164
Si -0.0101 0.035 0.0017
Si -0.021 0.026 -0.0116
Si 0.0094 -0.0097 -0.0042
Si -0.003 0.0429 -0.0062
Si 0.024 -0.0159 0.0129
Si 0.0632 0.0188 0.0344
Si -0.0436 -0.0234 0.0207
Si 0.0678 -0.0343 0.0586
Si -0.0182 0.0412 0.0575
Si -0.0456 0.039 0.0599
Si 0.0347 -0.0357 0.0569
Si -0.0079 0.023 0.0178
Si 0.0315 -0.0134 0.0495
As -0.0042 0.0007 0.0101
Si -0.0341 0.0282 0.0675
H 0.0023 -0.0078 -0.0046
O -0.0028 0.014 -0.002
O -0.0208 -0.0135 -0.0006
O -0.0008 -0.0028 -0.001
O 0.011 -0.0123 -0.0127
O -0.034 -0.0085 -0.007
O -0.0028 0.0107 -0.0072
H -0.0027 0.0007 0.0079
H 0.0004 -0.0044 0.0059
O 0.0191 0.011 -0.0007
O 0.024 0.0126 0.0065
O 0.0081 0.0043 -0.0039
O -0.0127 -0.0143 -0.0025
O -0.0075 0.0092 0.0098
O 0.0013 0.0073 0.0056
Si -0.0026 -0.0027 -0.0053
Si 0.006 0.012 -0.0089
Si -0.0027 -0.0005 0.0023
Si 0.0024 -0.0034 -0.0007
Si -0.0049 -0.0084 0.0075
Si 0.005 -0.0004 -0.0007
Si 0.0003 0.0005 0.0006
Si -0.0022 -0.0004 0.0057
Si 0.0041 -0.0026 0.0104
Si -0.0023 -0.0021 0.0028
Si 0.0018 0.0023 -0.0013
Si -0.0013 0.0016 0.0008
Si -0.001 0 -0.0021
Si -0.0013 -0.0019 -0.0017
Si 0.0047 -0.0002 -0.0082
Si -0.0019 -0.0008 -0.0002
Si -0.0008 -0.0027 -0.0026
Si -0.002 0.0019 0.0012
Si 0 0.0025 0.0016
Si 0.0037 -0.0006 -0.0006
Si 0.0021 -0.0075 -0.0024
Si -0.0012 0.0022 -0.0028
Si -0.0025 0.0096 -0.0038
Si -0.0012 -0.0007 -0.0006
Si 0.0023 -0.0014 0.0034
Si 0.0001 0.0035 0.0036
Si 0.0018 -0.0028 -0.0013
Si -0.003 -0.0047 -0.0073
Si -0.0026 0.0029 -0.0004
Si 0.0048 0.002 0.0097
Si 0.0038 0.002 -0.005
Si 0.0031 0.0015 0.0032
Si 0.001 -0.001 -0.0016
Si -0.0018 -0.0053 0.0017
Si 0.002 0.0062 -0.0028
Si -0.0022 0.0041 0.0029
O -0.0063 0.0062 -0.0097
O 0.0021 0.0109 0.0005
O 0.0018 0.0052 -0.028
O -0.0251 -0.0115 0.0081
O 0.0022 -0.0168 -0.0167
O 0.0155 0.01 -0.0034
O -0.0037 0.0103 0.0002
O -0.0049 -0.0138 -0.0104
O 0.0014 0.0234 -0.011
O 0.0036 0.0055 0.0113
O -0.004 0.018 0.0086
O 0.0128 0.0067 -0.02
O 0.0085 0.0173 0.0005
O -0.0212 0.0068 -0.017
O -0.0169 -0.0157 0.0103
O 0.0007 0.0058 0.0056
O -0.0041 0.0055 -0.006
O 0.0116 -0.0064 0.0132
O -0.0231 0.0017 -0.0069
O 0.0016 0.0062 0.022
O -0.0153 0.0165 0.0053
O -0.0049 -0.0223 0.0051
O 0.0159 -0.0264 0.0089
O -0.0246 -0.011 0.0251
O 0.0116 -0.0108 0.0102
O -0.0141 -0.0136 0.0057
O 0.0022 0.0186 -0.0006
O -0.0037 -0.0153 0.0208
O 0.013 0.0063 -0.026
O 0.0098 0.0232 0.0077
O -0.0192 -0.0272 0.0127
O 0.0034 -0.0078 0.0147
O -0.0075 0.0056 -0.0093
O -0.0082 0.0077 -0.0024
O -0.0149 -0.0019 0.0218
O 0.0161 -0.0131 -0.0047
O 0.005 -0.0124 -0.0181
O 0.0066 0.0005 -0.0309
O -0.0117 -0.0153 0.0125
O 0.0162 -0.0028 0.0085
O 0.0072 0.0117 -0.0056
O 0.0165 -0.0017 -0.0136
O 0.0223 -0.0028 0.0134
O -0.0122 -0.0012 -0.0126
O 0.0271 -0.001 0.0048
O -0.0052 0.0076 -0.002
O 0.0015 0.0063 0.0124
O 0.0096 -0.0131 0.0143
O -0.0135 -0.0205 0.0069
O 0.0257 0.0062 -0.005
O 0.0108 -0.0149 -0.0256
O -0.0261 -0.0307 0.0141
O 0.0033 -0.019 -0.0048
O -0.0066 -0.0063 -0.001
O -0.0091 -0.0065 0.0182
O 0.006 0.0147 -0.0035
O -0.0259 0.0213 0.0063
O 0.0175 -0.004 -0.0097
O 0.0016 -0.0034 -0.0071
O 0.0104 -0.006 0.0159
O 0.0023 0.0139 -0.0202
O 0.0069 -0.01 0.0225
O -0.0234 0.0177 -0.0158
O -0.011 0.042 -0.008
O 0.005 0.0193 -0.0011
O 0.0168 0.0079 0.0043

The program warned: the cutoff lies below the one the program advises for these potential files; the forces do not sum to zero within the program's tolerance; the exchange-correlation potential is rough where the density is thin.
